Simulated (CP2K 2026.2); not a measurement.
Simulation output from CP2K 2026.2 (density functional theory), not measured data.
Periodic cell of 513 atoms, Si351O162, from a study of silicon, its oxide and their interface. The atomic structure is a simulated model.
Doubt: the forces sum to 2.78 eV/angstrom along one axis rather than to zero, so they err by at least 0.0054 eV/angstrom per atom on average; the grid cutoff is modest.

Settings: functional PBE; method Gaussian and plane waves; basis set DZVP-MOLOPT-SR-GTH; pseudopotentials GTH-PBE; grid cutoff 300 Ry, relative cutoff 40 Ry; k points Gamma only; occupations fixed; spin none; net charge 0.

Cell vectors (angstrom)
a	16.407	0	0
b	0	16.407	0
c	-0.2157	0.3942	34.2587

Atoms and the computed forces on them: element, x, y, z (angstrom), force x, y, z (eV/angstrom)
Si	15.91	0.366	0.315	0.072	0.038	0.207
Si	2.455	3.075	0.206	0.101	-0.078	0.118
Si	0.16	5.327	0.069	-0.154	0.132	0.137
Si	2.161	8.571	0.051	0.113	-0.036	0.2
Si	0.253	11.079	0.194	-0.104	0.041	0.215
Si	2.605	14.191	34.003	-0.056	0.061	0.238
Si	5.716	16.684	34.197	-0.146	0.104	0.192
Si	7.621	3.412	34.168	0.125	-0.069	0.218
Si	5.657	5.323	0.091	0.007	0.078	0.19
Si	8.36	8.465	34.242	-0.053	0.003	0.191
Si	4.634	11.669	33.846	0.081	-0.093	0.255
Si	7.924	13.748	0.023	0.045	-0.057	0.206
Si	11.141	16.183	0.22	-0.099	-0.004	0.206
Si	13.605	2.438	0.318	0.017	0.061	0.184
Si	10.605	6.22	34.253	0.019	-0.076	0.238
Si	13.535	8.551	0.356	0.089	-0.106	0.171
Si	11.255	10.799	0.135	-0.121	0.1	0.157
Si	13.422	14.065	0.327	0.019	-0.093	0.245
Si	1.228	1.5	1.453	-0.011	0.019	-0.066
Si	4.12	4.171	1.446	-0.021	-0.009	-0.036
Si	1.153	6.991	1.434	0.012	-0.016	-0.05
Si	3.936	9.697	1.156	-0.039	0.009	-0.064
Si	1.445	12.632	1.401	-0.013	-0.026	-0.058
Si	4.091	15.248	1.113	0.014	-0.016	-0.048
Si	6.862	1.468	1.408	-0.002	-0.009	-0.052
Si	9.551	4.172	1.174	-0.003	0.015	-0.047
Si	6.873	6.963	1.262	-0.004	-0.023	-0.047
Si	9.566	9.682	1.375	0.013	-0.014	-0.052
Si	6.581	12.226	1.149	0	0.032	-0.056
Si	9.491	14.978	1.366	0.013	0.018	-0.051
Si	12.159	1.305	1.692	0.022	-0.006	-0.07
Si	14.911	4.147	1.348	0.024	-0.007	-0.053
Si	12.31	6.904	1.481	0.001	0.021	-0.047
Si	15.06	9.863	1.527	-0.003	0	-0.043
Si	12.273	12.412	1.506	0.021	0.01	-0.05
Si	14.909	15.206	1.697	-0.019	0.005	-0.069
Si	16.291	2.868	2.823	-0.019	-0.001	-0.011
Si	2.699	0.093	2.647	0.006	0	-0.001
Si	16.302	8.362	2.855	-0.012	0.003	0.009
Si	2.665	5.609	2.708	0.002	0.012	-0.005
Si	-0.017	13.811	2.841	0.003	-0.002	0.01
Si	2.719	11.093	2.696	0.013	0.006	0.022
Si	5.443	2.776	2.79	-0.008	-0.001	0.011
Si	8.212	0.059	2.732	0.014	0.004	0.017
Si	5.398	8.344	2.549	0.005	-0.002	0.012
Si	8.203	5.547	2.652	0.005	-0.002	0.014
Si	5.369	13.763	2.563	-0.007	-0.001	0.009
Si	8.041	10.993	2.62	0.001	-0.003	0.013
Si	10.794	2.854	2.757	-0.001	0.006	0.005
Si	13.551	0.07	3.083	0	-0.003	0.004
Si	10.922	8.327	2.796	0.001	0	0.029
Si	13.635	5.512	2.797	-0.008	0.006	0.004
Si	10.828	13.711	2.83	-0.002	-0.013	0.011
Si	13.648	11.114	2.9	0.006	0.007	0.011
Si	1.304	4.247	4.112	-0.008	-0.013	0.022
Si	4.027	1.433	4.101	0.003	0.005	-0.005
Si	1.349	9.724	4.116	-0.003	0.001	-0.008
Si	4.06	6.987	4.02	0.006	0.004	0.011
Si	1.371	15.181	4.134	-0.014	0.005	0
Si	4.076	12.438	4.07	-0.002	-0.006	-0.011
Si	6.822	4.206	4.077	0.008	0.006	-0.003
Si	9.495	1.456	4.148	0.003	-0.001	0.003
Si	6.733	9.642	4.033	0	0	0.006
Si	9.524	6.917	4.093	-0.001	0.002	-0.008
Si	6.752	15.102	4.014	-0.001	-0.001	-0.007
Si	9.404	12.341	4.086	0.011	0.014	-0.002
Si	12.219	4.179	4.135	0.011	-0.007	-0.001
Si	14.978	1.509	4.256	0	0.003	0.02
Si	12.26	9.687	4.183	-0.007	-0.006	-0.004
Si	14.95	6.94	4.169	0.006	0.009	-0.008
Si	12.162	15.058	4.28	0.011	0.009	0.008
Si	15.026	12.454	4.229	-0.01	-0.003	0
Si	-0.018	0.119	5.531	0.006	0.002	-0.004
Si	2.669	2.842	5.456	-0.001	-0.004	-0.001
Si	16.358	5.594	5.509	-0.006	0.007	0
Si	2.716	8.333	5.455	0	0.004	0
Si	-0.026	11.04	5.531	0.002	0.001	0.002
Si	2.702	13.77	5.481	0.008	-0.003	-0.008
Si	5.407	16.465	5.441	-0.008	-0.001	-0.003
Si	8.131	2.83	5.494	-0.001	-0.002	0.003
Si	5.421	5.595	5.409	-0.001	0	0.001
Si	8.113	8.286	5.428	0.002	-0.003	-0.007
Si	5.425	11.047	5.439	0.003	0.004	0
Si	8.096	13.761	5.452	0.004	0.001	-0.005
Si	10.841	0.106	5.562	-0.003	0.001	0.005
Si	13.581	2.858	5.564	0	0.006	-0.005
Si	10.876	5.568	5.495	0	0.005	-0.008
Si	13.598	8.3	5.54	-0.001	-0.007	0.001
Si	10.822	11.03	5.487	-0.005	-0.001	-0.001
Si	13.609	13.761	5.594	0.003	-0.004	0.006
Si	1.331	1.497	6.879	-0.004	0.002	0.001
Si	4.056	4.219	6.801	-0.002	0.002	-0.007
Si	1.336	6.967	6.843	0.002	-0.001	-0.005
Si	4.063	9.693	6.839	0	0.003	-0.002
Si	1.333	12.42	6.875	-0.007	-0.002	-0.004
Si	4.06	15.129	6.854	-0.002	-0.005	-0.002
Si	6.755	1.448	6.831	-0.001	0.002	-0.004
Si	9.512	4.191	6.858	0.002	-0.001	-0.002
Si	6.767	6.937	6.828	0	0.001	-0.004
Si	9.469	9.648	6.838	0.002	-0.001	-0.003
Si	6.768	12.395	6.848	0.003	0.003	0
Si	9.452	15.125	6.865	-0.001	0.005	-0.001
Si	12.234	1.465	6.913	0.006	-0.002	0.002
Si	14.979	4.235	6.886	0	-0.001	0.002
Si	12.227	6.932	6.884	-0.001	0.002	0.002
Si	14.991	9.666	6.878	0	-0.002	-0.001
Si	12.205	12.378	6.887	0	0	0.002
Si	14.994	15.163	6.897	-0.002	0.005	0.002
Si	16.354	2.856	8.241	-0.001	0	0
Si	2.696	0.105	8.217	0	0	-0.003
Si	-0.042	8.305	8.234	-0.002	0.001	0.001
Si	2.697	5.58	8.2	0.002	0.002	0
Si	-0.051	13.777	8.238	-0.001	0.001	-0.002
Si	2.694	11.043	8.231	-0.001	0.003	0
Si	5.403	2.838	8.19	-0.005	-0.002	-0.001
Si	8.112	0.097	8.234	-0.001	0	0
Si	5.417	8.314	8.214	0.002	0.001	0
Si	8.138	5.57	8.204	0.001	-0.001	-0.001
Si	5.413	13.762	8.229	0	0	-0.002
Si	8.129	11.028	8.224	0.003	-0.002	-0.001
Si	10.867	2.839	8.256	0.002	-0.002	-0.001
Si	13.62	0.111	8.268	0.004	0.001	0.003
Si	10.843	8.3	8.222	-0.001	0	0
Si	13.609	5.585	8.252	0	0.001	-0.001
Si	10.842	13.77	8.237	0.001	0	0
Si	13.591	11.016	8.233	-0.001	-0.001	0.001
Si	1.329	4.227	9.593	0	0	-0.002
Si	4.054	1.474	9.581	-0.002	-0.001	0.001
Si	1.319	9.675	9.595	-0.001	0	0
Si	4.057	6.939	9.588	-0.002	0	-0.003
Si	1.32	15.153	9.587	-0.003	-0.001	-0.001
Si	4.053	12.406	9.606	0	0	-0.001
Si	6.78	4.194	9.567	0.002	0	-0.002
Si	9.494	1.462	9.602	0.002	0.001	0
Si	6.77	9.67	9.611	-0.001	0.003	0
Si	9.491	6.934	9.592	-0.001	0.001	-0.001
Si	6.765	15.133	9.607	0	0.002	0
Si	9.488	12.39	9.61	0.003	0.002	-0.001
Si	12.241	4.213	9.611	0.001	-0.002	0.001
Si	14.992	1.49	9.618	0.001	0.002	0.002
Si	12.216	9.658	9.595	0.003	-0.001	0.002
Si	14.983	6.948	9.606	0	-0.001	0.002
Si	12.222	15.138	9.601	-0.001	0.001	0
Si	14.964	12.401	9.577	0	0.001	-0.002
Si	-0.041	16.515	10.964	0.002	-0.001	0.001
Si	2.701	2.845	10.952	-0.002	-0.002	-0.001
Si	-0.044	5.589	10.969	0	0	0
Si	2.687	8.306	10.963	0	0	0.001
Si	16.331	11.036	10.942	-0.002	0.003	-0.001
Si	2.684	13.788	10.953	-0.001	0.003	-0.003
Si	5.411	16.517	10.965	0	-0.001	0.001
Si	8.139	2.843	10.964	0	-0.002	0
Si	5.438	5.566	10.949	-0.001	-0.002	-0.002
Si	8.139	8.295	10.978	0.003	-0.001	0.001
Si	5.406	11.041	10.991	-0.002	0.001	0.002
Si	8.122	13.762	10.983	0.001	0	-0.002
Si	10.859	16.507	10.98	0.001	0.001	0.001
Si	13.618	2.859	10.977	0	0	0.002
Si	10.863	5.58	10.967	0.002	0	0
Si	13.585	8.3	10.96	0	0.002	0.002
Si	10.856	11.018	10.979	0.002	0.002	0.001
Si	13.588	13.753	10.947	0.002	0	-0.002
Si	1.34	1.479	12.324	-0.002	0.005	0.002
Si	4.094	4.193	12.32	0.002	0.001	-0.002
Si	1.317	6.958	12.344	0	0.001	0
Si	4.046	9.66	12.353	-0.002	0.002	0
Si	1.306	12.406	12.283	0	0	-0.001
Si	4.046	15.153	12.332	-0.003	0.001	0
Si	6.786	1.472	12.333	0.004	-0.001	0
Si	9.498	4.222	12.338	0.003	0	0
Si	6.794	6.916	12.352	-0.003	0.001	0
Si	9.495	9.651	12.366	-0.002	0.001	0.001
Si	6.759	12.409	12.379	0.003	0.003	0.001
Si	9.489	15.126	12.351	0	-0.003	0.001
Si	12.235	1.492	12.324	0.003	-0.001	0.002
Si	14.993	4.23	12.339	0.002	0.002	0.001
Si	12.218	6.945	12.343	0.002	-0.003	0.001
Si	14.946	9.676	12.307	0.001	-0.003	0
Si	12.226	12.389	12.334	0	0.002	0.002
Si	14.965	15.13	12.283	-0.004	0	-0.001
Si	-0.029	2.849	13.675	-0.002	-0.004	0.001
Si	2.72	16.541	13.709	-0.001	-0.002	0.004
Si	16.317	8.341	13.684	-0.005	0.005	0.002
Si	2.731	5.572	13.655	0.001	-0.003	-0.003
Si	-0.072	13.758	13.628	0	0.001	-0.005
Si	2.646	11.045	13.677	0	0.001	0.003
Si	5.469	2.848	13.73	0.001	-0.007	0.001
Si	8.121	16.503	13.715	0.003	-0.002	0
Si	5.434	8.287	13.711	0.002	-0.001	0.001
Si	8.158	5.568	13.763	0.001	-0.002	0.005
Si	5.375	13.791	13.74	-0.006	0.005	0.004
Si	8.126	11.021	13.734	-0.003	0.001	0.002
Si	10.872	2.872	13.696	-0.001	0.001	0.001
Si	13.607	16.504	13.644	0	0.001	0
Si	10.843	8.271	13.756	0.004	0.003	0.002
Si	13.612	5.606	13.698	0.001	0.001	0.004
Si	10.855	13.745	13.708	0.005	0.001	0
Si	13.572	11.004	13.703	0.004	0.001	0.003
Si	1.382	4.213	15.011	0.004	0.007	-0.004
Si	4.122	1.491	15.108	0.004	0.013	0.002
Si	1.249	9.723	15.055	0.002	0	0.002
Si	4.076	6.912	15.063	0.002	0	0.001
Si	1.294	15.137	14.963	-0.005	-0.001	0
Si	3.992	12.387	15.075	-0.004	-0.002	0.002
Si	6.832	4.19	15.158	0.002	-0.002	0.003
Si	9.505	1.487	15.037	0.002	-0.004	0.004
Si	6.782	9.638	15.117	0.003	-0.001	0.004
Si	9.496	6.916	15.195	-0.002	-0.005	0.004
Si	6.734	15.171	15.121	0.003	-0.004	0
Si	9.495	12.375	15.106	0.002	0	-0.004
Si	12.246	4.25	15.063	0.008	0.003	-0.002
Si	14.994	1.454	14.991	-0.001	0	0
Si	12.197	9.645	15.111	-0.004	-0.008	-0.001
Si	14.961	6.992	15.072	0.002	0.005	-0.002
Si	12.227	15.158	15.014	0	-0.002	-0.001
Si	14.979	12.381	14.998	-0.003	-0.001	0.001
Si	-0.02	16.506	16.336	-0.008	-0.004	0
Si	2.767	2.9	16.426	-0.006	-0.012	-0.003
Si	0.011	5.61	16.305	0.003	0	0.012
Si	2.641	8.306	16.311	0.001	0.002	0.015
Si	16.283	11.077	16.483	0.005	0.003	-0.001
Si	2.568	13.769	16.378	0.004	0.01	-0.006
Si	5.435	16.557	16.585	-0.003	0.001	0.002
Si	8.231	2.802	16.53	-0.002	-0.007	0.005
Si	5.45	5.581	16.496	-0.001	-0.003	0.001
Si	8.126	8.306	16.586	0.002	0.012	0.005
Si	5.355	10.986	16.427	0.006	-0.004	0.007
Si	8.098	13.756	16.424	0.003	0.002	0.003
Si	10.859	16.534	16.377	0.007	0.007	0.004
Si	13.625	2.826	16.325	0.001	0	0.004
Si	10.926	5.565	16.555	-0.001	-0.007	0
Si	13.579	8.324	16.511	-0.002	-0.002	0.005
Si	10.816	10.973	16.512	0.007	0.007	0.002
Si	13.624	13.771	16.297	0.006	0.002	-0.001
Si	1.431	1.427	17.661	0.003	0.017	-0.011
Si	4.086	4.267	17.894	0.002	-0.009	-0.008
Si	1.295	7.01	17.71	-0.004	0.002	-0.024
Si	3.917	9.617	17.744	-0.005	-0.008	-0.015
Si	1.182	12.517	17.854	0.013	-0.006	0.005
Si	3.915	15.103	17.744	-0.006	-0.011	-0.016
Si	6.888	1.529	18.019	0.025	0.01	-0.011
Si	9.684	4.076	17.936	-0.009	0.002	0.002
Si	6.745	6.927	17.96	0.007	0.014	-0.012
Si	9.488	9.63	18.043	-0.002	-0.005	-0.01
Si	6.733	12.346	17.766	0.005	0.009	-0.009
Si	9.444	15.199	17.723	-0.004	-0.001	-0.009
Si	12.259	1.487	17.716	-0.001	0.004	0.001
Si	15.103	4.165	17.562	0.005	0.022	-0.022
Si	12.281	6.95	17.962	-0.005	0.002	-0.008
Si	14.887	9.747	17.888	0.006	-0.006	-0.02
Si	12.265	12.43	17.658	0.002	-0.008	-0.014
Si	15	15.117	17.644	-0.005	-0.001	-0.002
Si	0.063	2.801	18.913	0.004	0.003	0.039
Si	2.643	16.49	19.176	0.004	0.001	0.054
Si	-0.117	8.305	19.119	0.011	-0.013	0.067
Si	2.658	5.717	19.152	-0.02	-0.005	0.067
Si	16.209	13.923	19.264	-0.006	0.014	0.073
Si	2.535	11.035	19.057	0.011	-0.005	0.071
Si	5.489	3.007	19.356	0.006	-0.04	0.052
Si	8.245	16.414	19.377	-0.019	-0.004	0.052
Si	5.15	8.249	19.26	-0.007	0.043	0.051
Si	8.306	5.522	19.167	-0.009	0.003	0.072
Si	5.25	13.666	19.01	-0.002	-0.004	0.057
Si	7.989	11.053	19.316	0.002	0.017	0.037
Si	11.103	2.699	19.393	0.015	-0.004	0.049
Si	13.648	16.483	18.935	0.001	-0.007	0.035
Si	10.987	8.322	19.516	-0.009	0.01	0.039
Si	13.792	5.421	19.006	0.03	-0.031	0.061
Si	10.889	13.829	18.904	0.001	-0.003	0.047
Si	13.556	11.251	19.228	-0.016	0.021	0.062
Si	1.204	4.328	20.269	0.007	-0.04	-0.203
Si	4.394	1.143	20.368	-0.044	0.094	-0.248
Si	1.242	9.664	20.459	-0.053	0.046	-0.216
Si	3.398	7.332	20.79	0.142	-0.131	-0.216
Si	0.9	15.565	20.592	0.038	-0.012	-0.227
Si	4.099	12.118	20.401	0.016	0.026	-0.222
Si	6.886	4.535	20.741	-0.011	0.004	-0.22
Si	10.045	0.988	20.738	-0.049	-0.005	-0.224
Si	6.255	9.852	20.529	0.085	-0.026	-0.232
Si	9.702	6.667	20.686	0.04	0.052	-0.238
Si	6.446	15.117	20.357	0.104	0.007	-0.155
Si	9.615	12.491	20.304	-0.102	-0.012	-0.16
Si	13.058	3.708	20.444	-0.117	-0.016	-0.183
Si	15.123	1.392	20.162	0.013	-0.013	-0.069
Si	11.927	10.313	20.634	0.067	-0.145	-0.188
Si	15.353	6.523	20.351	-0.076	0.047	-0.23
Si	12.255	15.158	20.261	-0.008	0.001	-0.102
Si	14.504	12.945	20.654	0.05	-0.019	-0.248
Si	2.237	13.535	22.673	-0.045	0.013	-0.042
Si	2.797	2.67	22.536	-0.059	0.084	-0.086
Si	4.006	4.541	24.701	-0.055	0.045	0.14
Si	6.238	0.908	29.057	-0.07	0.048	-0.06
Si	2.318	6.862	23.687	0.111	-0.013	-0.018
Si	14.587	9.493	24.837	0.003	0.064	-0.037
Si	8.005	13.77	22.571	-0.062	-0.02	-0.031
Si	8.501	16.582	27.038	0.008	-0.01	-0.038
Si	6.273	6.337	24.888	0.007	-0.015	-0.005
Si	5.953	10.186	28.149	0.036	-0.011	0.058
Si	4.58	7.808	27.181	0.013	-0.015	-0.049
Si	7.031	16.222	24.202	-0.017	-0.043	0.041
Si	12.353	16.466	29.8	0.013	-0.042	0.053
Si	11.675	5.195	22.624	0.027	0.06	-0.012
Si	8.138	8.067	28.854	0.032	0.051	-0.043
Si	15.546	6.84	23.266	0.014	0.067	0.051
Si	12.185	10.989	23.635	-0.021	0.045	-0.047
Si	1.881	2.367	27.499	0.005	-0.005	0.026
Si	16.224	6.091	27.079	0.041	-0.01	0.089
Si	1.264	10.932	27.908	0.099	-0.062	-0.029
Si	13.912	9.875	32.002	0.051	-0.068	-0.097
Si	4.311	14.813	24.834	-0.01	-0.003	0.037
Si	8.188	2.426	22.892	0.044	0.02	-0.022
Si	11.339	2.773	30.011	0.062	-0.074	-0.013
Si	10.94	8.316	27.398	0	-0.096	0.017
Si	4.739	3.344	27.663	0.002	0.009	0.004
Si	5.593	14.371	29.642	0.019	0.046	-0.068
Si	10.262	2.856	27.077	-0.012	-0.041	0.045
Si	12.205	3.873	25.201	0.058	0.042	-0.025
Si	10.075	11.311	26.958	-0.08	0.017	-0.053
Si	-0.124	11.433	22.841	-0.023	-0.036	-0.013
Si	15.475	4.637	31.808	0.08	0.039	-0.039
Si	3.062	12.981	28.866	0.058	0.01	0.077
Si	14.116	8.095	27.629	-0.026	0.094	-0.118
Si	15.247	4.184	24.871	0.023	0.09	0.01
Si	14.688	12.752	32.428	0.031	0.007	-0.036
Si	5.979	5.932	29.101	0.022	-0.028	-0.078
Si	11.029	6.411	25.001	0.007	0.075	0.081
Si	1.857	8.325	26.178	0.008	0.044	0.003
Si	8.666	4.591	25.245	-0.061	-0.013	-0.03
Si	5.346	13.059	27.061	-0.016	-0.039	-0.078
Si	11.223	10.797	31.413	0	0.056	0.068
Si	12.334	4.484	32.294	-0.065	-0.055	0.048
Si	11.172	15.071	27.481	-0.032	0.059	-0.011
Si	7.934	12.992	31.321	-0.021	-0.056	-0.009
Si	0.568	4.224	29.319	0.026	0.004	-0.007
Si	9.374	11.955	24.322	-0.079	0.011	-0.058
Si	0.932	1.964	24.718	0.001	0.046	0.114
Si	1.79	16.089	26.312	0.054	-0.001	-0.001
Si	11.608	13.24	25.281	0.113	0.098	0.007
Si	4.73	6.905	31.542	-0.008	-0.043	-0.027
Si	0.822	16.06	32.057	0.079	0.001	0.044
Si	4.733	9.908	31.117	-0.066	-0.011	-0.019
Si	7.178	7.364	22.199	-0.044	-0.095	-0.071
Si	2.286	8.288	31.249	-0.078	0.062	-0.043
Si	7.172	1.428	31.842	-0.026	-0.007	0.052
Si	8.375	9.797	31.438	0.054	0.071	0.005
Si	9.982	0.671	31.549	0.015	-0.11	-0.073
Si	0.524	13.808	27.916	-0.049	-0.002	0.124
Si	10.272	12.843	29.407	-0.058	0.007	-0.001
Si	1.349	2.738	31.767	-0.006	0.028	-0.07
Si	15.073	14.688	30.131	-0.05	0.05	0.012
Si	16.025	9.138	29.89	0.026	-0.05	-0.012
O	-0.072	15.426	30.854	-0.009	-0.19	-0.181
O	-0.19	16.32	33.287	-0.329	0.05	0.203
O	1.375	1.11	31.503	-0.213	-0.167	-0.158
O	0.792	0.425	25.236	-0.168	-0.136	-0.126
O	2.506	2.985	32.902	0.182	0.101	0.047
O	1.504	4.398	0.085	0.045	-0.133	0.18
O	0.963	10.23	33.913	0.096	0.052	-0.406
O	2.148	8.217	32.869	0.198	-0.158	-0.1
O	14.861	8.382	29.055	-0.066	-0.318	-0.064
O	16.126	12.372	33.088	0.041	0.146	0.036
O	3.605	12.943	33.499	0.227	0.318	-0.097
O	1.96	15.008	32.673	0.099	0.018	-0.196
O	5.488	1.895	27.958	-0.156	-0.266	0.152
O	5.829	0.934	32.666	-0.263	-0.114	-0.325
O	6.528	4.597	33.812	0.031	-0.156	-0.44
O	7.856	2.657	32.704	0.04	-0.018	0.096
O	4.651	6.346	33.061	-0.236	-0.008	-0.013
O	5.697	5.889	30.707	0.15	-0.03	0.195
O	7.864	9.294	32.903	-0.086	0.215	0.014
O	3.217	6.983	30.897	-0.113	-0.072	0.129
O	3.125	9.658	30.876	-0.141	0.141	-0.243
O	4.971	10.978	32.358	0.343	-0.234	-0.084
O	8.207	13.458	32.863	0.042	-0.075	-0.053
O	6.658	15.359	33.953	-0.101	-0.1	0.164
O	12.083	15.509	34.002	0.11	0.163	-0.434
O	10.432	0.887	33.095	0.116	0.278	0.072
O	14.516	1.769	34	0.131	-0.069	-0.26
O	12.343	3.247	33.356	-0.073	-0.156	0.025
O	11.442	5.7	32.917	0.222	-0.153	-0.038
O	9.469	7.324	33.748	-0.198	-0.088	0.19
O	12.226	9.482	0.007	-0.275	-0.105	-0.197
O	14.002	8.682	33.12	0.317	-0.205	-0.127
O	7.83	11.343	31.217	-0.179	-0.031	-0.083
O	10.932	11.646	32.802	-0.156	0.34	-0.013
O	14.796	13.263	30.891	-0.08	-0.173	-0.023
O	13.976	13.943	33.243	0.22	0.112	-0.24
O	2.051	3.726	21.551	0.068	-0.13	0.026
O	3.742	3.373	23.631	0.33	-0.106	-0.224
O	5.458	16.363	20.831	-0.252	0.126	0.208
O	3.736	1.618	21.776	-0.045	-0.043	0.335
O	0.77	6.766	23.191	-0.02	-0.283	0.211
O	13.039	9.962	24.577	0.053	-0.205	-0.098
O	2.724	5.589	24.677	-0.046	-0.067	-0.126
O	3.355	6.828	22.396	-0.041	-0.158	0.008
O	1.477	14.813	21.96	0.189	0.194	0.256
O	1.102	12.473	23.249	0.196	0.07	-0.116
O	3.201	12.785	21.597	0.12	0.099	0.04
O	3.272	14.073	23.815	-0.001	-0.13	-0.117
O	7.457	3.447	21.842	-0.199	-0.095	0.088
O	6.479	6.01	21.499	-0.044	-0.043	0.093
O	9.469	1.71	22.133	-0.06	0.034	0.241
O	11.218	16.225	21.096	0.036	-0.089	0.145
O	6.593	8.847	21.812	0.163	-0.196	-0.037
O	4.781	9.402	27.342	-0.249	0.14	-0.183
O	10.482	5.452	21.529	-0.066	-0.214	-0.217
O	8.756	7.43	21.796	0.177	0.354	0.056
O	6.697	14.045	21.625	-0.045	-0.31	-0.177
O	8.017	15.081	23.542	0.21	0.012	-0.114
O	10.612	11.288	20.83	0.128	-0.3	0.238
O	9.263	13.569	21.532	-0.037	-0.064	-0.259
O	11.814	6.564	23.549	-0.128	0.067	-0.165
O	12.951	4.724	21.75	0.184	0.06	0.193
O	14.106	2.493	20.946	-0.242	0.266	-0.069
O	16.178	0.352	20.995	0.047	-0.16	0.294
O	14.993	8.048	24.202	-0.135	-0.188	-0.161
O	12.607	10.461	22.143	0.377	-0.022	0.258
O	0.02	5.343	20.81	0.148	0.015	0.382
O	14.884	7.146	21.804	0.073	0.355	-0.006
O	13.309	14.078	21.053	-0.068	0.099	-0.147
O	10.143	13.399	24.554	-0.022	0.329	-0.104
O	11.399	12.124	26.455	0.232	0.169	0.11
O	15.125	12.314	22.061	-0.153	-0.149	0.157
O	2.415	8.638	20.983	0.063	-0.038	0.056
O	11.887	5.334	25.893	-0.196	-0.146	0.052
O	16.013	2.832	24.383	-0.247	-0.059	-0.336
O	1.688	1.801	23.307	-0.286	0.123	0.046
O	16.107	4.806	26.098	0.181	-0.197	0.033
O	13.787	3.612	25.269	-0.024	-0.256	0.132
O	5.198	11.035	21.041	0.001	-0.064	0.055
O	1.785	2.742	25.898	-0.17	0.3	-0.114
O	12.501	9.795	31.208	-0.144	-0.038	-0.05
O	1.626	9.864	26.707	0.184	0.093	0.126
O	4.179	13.546	29.921	-0.024	0.074	0.018
O	15.614	10.634	24.148	0.068	0.197	0.247
O	5.309	13.688	25.554	0.13	-0.019	-0.052
O	7.194	1.224	23.383	-0.137	-0.003	0.052
O	9.364	1.533	27.016	0.165	-0.019	0.014
O	9.298	4.093	26.65	0.113	0.24	0.07
O	7.038	7.272	23.813	0.228	0.357	-0.171
O	5.623	4.476	28.453	0.306	-0.012	0.019
O	5.487	7.258	25.959	0.04	-0.218	0.18
O	3.001	7.563	27.026	0.099	-0.018	0.125
O	0.861	8.225	30.456	0.058	-0.315	-0.044
O	6.055	11.603	27.327	-0.163	0.083	-0.208
O	7.551	16.424	25.733	0.072	0.016	-0.031
O	5.437	15.812	24.163	-0.168	-0.025	-0.09
O	12.576	1.679	30.006	0.117	0.177	-0.256
O	9.603	15.378	27.131	-0.258	-0.372	-0.175
O	11.479	2.674	26.009	0.288	-0.186	-0.323
O	11.539	3.941	23.693	-0.405	-0.328	-0.013
O	9.579	5.779	24.603	-0.05	-0.024	-0.045
O	10.822	7.753	25.864	0.03	0.149	-0.056
O	0.56	2.924	28.304	-0.064	-0.111	-0.129
O	8.942	11.316	25.769	0.048	0.131	0.298
O	10.529	10.918	23.732	-0.076	-0.018	-0.246
O	15.046	5.371	23.778	0.204	0.038	0.092
O	3.308	15.702	25.799	-0.077	0.08	-0.152
O	15.634	4.619	30.18	0.024	0.166	-0.095
O	5.239	5.396	24.086	-0.179	-0.249	-0.392
O	0.71	5.563	28.365	0.271	0.045	-0.072
O	2.336	8.247	24.604	-0.076	0.123	-0.056
O	5.476	10.404	29.724	-0.069	0.002	0.022
O	14.573	9.205	26.478	0.255	0.205	0.002
O	13.823	11.391	32.625	0.041	0.19	0.42
O	2.546	11.42	28.829	0.139	0.215	0.139
O	3.747	13.097	27.391	-0.115	-0.343	0.096
O	7.552	16.655	28.352	0.347	-0.351	0.202
O	8.56	3.336	24.201	0.139	-0.057	0.01
O	9.684	7.797	28.338	-0.18	-0.056	0.347
O	10.054	2.085	30.739	-0.337	0.086	-0.026
O	5.325	8.441	31.563	0.265	0.04	0.227
O	10.687	9.893	27.344	-0.064	0.04	-0.261
O	6.11	14.044	28.119	0.147	0.107	-0.064
O	8.05	12.349	23.435	-0.031	-0.06	-0.246
O	8.376	16.702	31.609	-0.091	-0.424	-0.249
O	10.894	3.204	28.522	0.011	0.17	-0.016
O	11.954	16.306	28.205	0.001	-0.051	-0.259
O	11.054	16.072	30.773	-0.065	-0.161	-0.006
O	12.486	8.04	27.88	0.078	0.279	0.138
O	14.673	6.587	27.29	0.06	0.018	0.274
O	11.966	14.618	26.094	-0.059	-0.046	-0.34
O	9.195	13.501	30.421	0.057	-0.065	0.278
O	0.484	10.337	21.77	0.097	0.162	0.171
O	12.588	12.539	24.147	0.157	0.102	0.173
O	4.536	3.878	26.115	0.115	-0.031	-0.104
O	1.977	0.73	27.575	0.127	-0.042	0.152
O	0.927	14.778	26.689	-0.075	0.029	-0.268
O	1.732	13.907	29.028	0.024	0.295	0.058
O	15.272	9.824	31.144	0.238	0.228	-0.153
O	-0.148	3.249	32.289	-0.067	-0.098	-0.078
O	16.088	5.894	32.687	0.034	0.151	-0.099
O	0.544	7.393	26.414	-0.048	0.131	0.077
O	0.215	10.272	28.93	-0.377	0.028	0
O	0.517	12.276	27.322	0.02	-0.101	-0.207
O	7.462	6.561	28.78	0.134	-0.172	-0.237
O	3.19	3.102	28.153	-0.086	-0.012	0.303
O	6.65	1.838	30.345	-0.062	-0.105	0.102
O	7.96	8.641	30.369	-0.328	-0.042	0.045
O	7.275	5.314	25.653	0.001	-0.041	0.372
O	4.942	7.046	28.549	-0.343	0.328	0.121
O	6.61	13.771	30.764	0.037	-0.111	-0.052
O	5.4	16.01	29.66	-0.311	0.038	0.311
O	9.981	9.777	31.278	0.086	-0.285	0.125
O	7.318	9.249	28.004	-0.132	0.087	-0.367
O	11.74	4.103	30.836	0.124	-0.062	-0.146
O	15.534	14.298	28.604	-0.147	-0.035	-0.042
O	13.719	15.622	30.12	-0.025	0.063	0.062
O	11.304	11.886	30.213	0.136	0.106	-0.102
O	13.901	4.821	32.098	0.177	0.223	-0.226
O	1.657	3.723	30.473	-0.121	-0.005	-0.184
O	11.195	13.928	28.642	0.416	-0.319	0.097
O	9.433	11.989	28.289	-0.31	0.001	-0.172

Results
total energy: -108572.327 eV
total energy less fixed offsets of O -438.25, Si -107.07 eV per atom: 5.743 eV
